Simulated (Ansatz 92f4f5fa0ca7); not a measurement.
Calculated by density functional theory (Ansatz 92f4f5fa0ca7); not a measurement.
Periodic cell of 216 atoms, Si120O64H32, with a vacuum gap, from a study of silicon, its oxide and their interface. The atomic structure is a simulated model.

Settings
functional: r2SCAN
potential files: Ansatz PAW
basis: plane waves
wave-function cutoff: 800 eV
density cutoff ratio: 5
exchange-correlation grid ratio: 1
k mesh: 1 x 1 x 1, shifted by 0.5 0.5 0 of a step
self-consistency stop: 1e-11 eV per atom in the density residual
occupations: fixed
spin: none
net charge: 0
applied field: sawtooth along c, amplitude +0.015 V/angstrom in the program's sign convention, ramp centred at 0.9874 of c and 0.0252 of c wide, no dipole correction

Cell vectors (angstrom)
a  10.88  0  0
b  0  10.88  0
c  0  0  39.6647

Atoms: element, x, y, z (angstrom)
Si  0.1602  -0.1171  26.0668
Si  2.9843  2.3469  26.1965
Si  -0.2609  5.7919  25.9487
Si  2.1985  8.3735  25.9171
Si  5.2119  0.1285  26.0734
Si  7.9012  2.9152  25.8196
Si  5.6427  5.1146  25.896
Si  8.305  7.8779  26.1745
Si  1.3596  1.2955  27.4668
Si  4.0914  4.0558  27.313
Si  1.249  6.8378  27.3968
Si  3.99  9.3791  27.1988
Si  6.8058  1.3624  27.271
Si  9.514  4.0539  27.1334
Si  6.7502  6.6469  27.3482
Si  9.4794  9.538  27.3443
Si  -0.0401  2.7497  28.6206
Si  2.7302  -0.1252  28.7193
Si  -0.0614  8.1935  28.7654
Si  2.6971  5.444  28.6241
Si  5.448  2.6971  28.689
Si  8.1302  0.0218  28.6616
Si  5.3843  8.0904  28.6043
Si  8.1749  5.3391  28.6661
Si  1.3308  4.0911  29.9855
Si  4.0805  1.3158  30.0208
Si  1.3489  9.4889  30.1072
Si  4.0501  6.7791  30.0095
Si  6.8046  4.0357  30.0538
Si  9.5034  1.3804  30.0032
Si  6.7507  9.5003  29.965
Si  9.4716  6.7725  30.0384
Si  -0.0118  0.0313  31.3774
Si  2.6969  2.7144  31.3404
Si  -0.0039  5.4443  31.3799
Si  2.7263  8.1233  31.4167
Si  5.4456  -0.0173  31.3815
Si  8.159  2.6982  31.4053
Si  5.4286  5.441  31.3642
Si  8.1181  8.1613  31.3622
Si  1.3446  1.3823  32.7343
Si  4.0554  4.0858  32.7098
Si  1.3625  6.7783  32.7602
Si  4.0866  9.5164  32.7418
Si  6.8103  1.3384  32.7536
Si  9.5063  4.0917  32.7312
Si  6.7678  6.8157  32.7337
Si  9.5093  9.5336  32.713
Si  -0.0196  2.7445  6.9257
Si  2.7192  0.0108  6.9105
Si  0.0161  8.1854  6.9078
Si  2.7258  5.4381  6.9686
Si  5.4378  2.7447  6.8935
Si  8.185  0.0014  6.9589
Si  5.4629  8.199  6.9564
Si  8.142  5.4605  6.9186
Si  1.3166  4.0838  8.2991
Si  4.0881  1.3863  8.2322
Si  1.3846  9.529  8.2911
Si  4.1086  6.842  8.2952
Si  6.7823  4.0976  8.2842
Si  9.5361  1.386  8.3111
Si  6.839  9.5454  8.3414
Si  9.5035  6.8533  8.2374
Si  0.0432  0.0251  9.6466
Si  2.7024  2.6914  9.5886
Si  -0.0683  5.4949  9.5999
Si  2.7824  8.2088  9.6768
Si  5.4655  0.0924  9.6212
Si  8.1255  2.7246  9.6572
Si  5.479  5.5103  9.6557
Si  8.2374  8.1925  9.6933
Si  1.4567  1.2972  11.0243
Si  4.0049  4.1364  10.854
Si  1.3206  6.8407  10.9174
Si  4.2005  9.6225  11.0151
Si  6.7588  1.416  11.0819
Si  9.4269  4.1533  10.9663
Si  6.9062  6.8295  11.0649
Si  9.5842  9.6015  11.0541
Si  0.0112  2.791  12.1123
Si  2.8909  -0.0119  12.5164
Si  0.1832  8.2754  12.3591
Si  2.6318  5.4499  12.2373
Si  5.3433  2.908  12.2823
Si  8.1244  0.0161  12.4494
Si  5.6098  8.3155  12.3647
Si  8.183  5.4325  12.5488
Si  1.4669  3.8482  13.5631
Si  3.8737  1.7861  13.7378
Si  1.9566  9.1201  13.8128
Si  4.0746  6.9071  13.3143
Si  6.1886  4.6166  13.6818
Si  9.6773  1.398  13.4647
Si  7.2669  9.1933  13.9403
Si  9.5874  7.0223  13.6197
Si  -1.8218  4.5644  17.7674
Si  10.485  0.9082  20.8222
Si  -2.493  -0.9552  16.5754
Si  0.6714  3.4612  21.2527
Si  11.0139  -0.2898  15.4336
Si  17.9008  -1.2239  23.9985
Si  14.1288  5.3456  16.9813
Si  12.8972  -5.0153  19.8051
Si  -1.9071  4.8211  20.938
Si  10.5304  -3.6171  20.9614
Si  4.9589  3.1683  15.9994
Si  3.8186  -2.8188  21.2504
Si  -1.6167  1.021  23.7785
Si  0.4526  5.6114  15.8305
Si  6.1973  -1.1581  21.1935
Si  5.9996  4.8694  17.8972
Si  8.9  9.6253  19.5695
Si  9.3729  1.7438  16.3887
Si  2.3205  10.7291  21.6814
Si  13.4636  2.0603  23.3397
Si  1.4409  6.4992  23.5661
Si  4.2787  5.859  23.0844
Si  5.9658  15.1118  20.9046
Si  4.6696  1.5435  21.4404
O  -6.7602  -8.6337  22.8106
O  -0.3546  0.6775  24.7342
O  2.673  -5.3298  23.0637
O  3.1506  -3.9957  20.3635
O  -1.4362  6.8713  25.5758
O  1.2286  9.6378  25.5874
O  11.7183  -0.0925  21.0828
O  2.2109  7.6295  24.4552
O  4.1079  1.2648  25.703
O  5.7712  -0.437  24.6486
O  4.9112  5.7186  24.5663
O  8.5119  2.3192  24.4119
O  0.5641  7.176  22.3412
O  6.7612  4.0194  25.3876
O  9.703  12.0833  22.2304
O  7.4498  8.4176  24.9113
O  9.1965  3.0303  17.2971
O  -1.7662  2.1333  14.8257
O  4.5729  1.7614  15.2618
O  8.5962  -1.6785  18.0196
O  3.0644  7.9392  14.1575
O  9.9215  8.6611  20.3955
O  8.2725  11.5218  16.8432
O  13.4744  5.2267  18.4485
O  5.6029  14.1946  17.4927
O  5.1329  5.8514  14.0456
O  12.5773  -6.3455  20.6538
O  10.8377  0.3221  13.941
O  8.3243  7.9625  14.037
O  7.1428  9.5433  15.57
O  11.5456  4.2767  14.9284
O  13.3991  2.673  13.9574
O  8.2664  -0.2304  23.8461
O  1.9858  6.0978  16.2137
O  -0.7027  4.1382  21.7804
O  4.8226  -5.0337  17.2394
O  -0.5587  -5.5407  17.0833
O  1.4501  2.7445  22.4401
O  -7.3442  3.9896  16.1255
O  9.2217  4.5671  19.3639
O  7.5243  -6.6199  21.3838
O  10.8472  0.9843  16.4537
O  9.7656  -1.2674  15.7614
O  12.3604  9.7046  15.3016
O  7.5554  5.1611  17.4408
O  6.1677  3.8432  15.1231
O  5.0182  8.8492  20.5018
O  0.4912  5.5706  24.5044
O  5.4042  -8.1479  20.6296
O  9.1682  6.4045  21.2
O  10.5303  -4.2023  14.9188
O  20.4212  0.2322  19.7008
O  2.3367  0.4455  23.2026
O  2.7301  -1.7017  21.6559
O  -7.5339  0.8024  20.8091
O  2.345  2.7696  24.7597
O  -4.9856  15.9141  19.5015
O  5.7612  11.238  21.576
O  0.1875  2.2986  20.2234
O  5.0564  4.9138  22.0382
O  7.4413  9.6992  20.2115
O  6.6327  9.0358  22.5785
O  0.6179  6.7005  19.7677
O  4.4263  7.3872  22.5844
H  2.1673  0.5614  33.6668
H  0.5222  2.2035  33.6668
H  3.2406  4.9145  33.6423
H  4.8896  3.2766  33.6423
H  2.1913  5.9636  33.6926
H  0.559  7.618  33.6926
H  3.2669  10.3403  33.6742
H  4.9261  8.7127  33.6742
H  7.6435  0.5281  33.686
H  5.9986  2.1701  33.686
H  8.6859  4.9149  33.6636
H  10.3302  3.272  33.6636
H  5.9703  7.6611  33.6662
H  7.5953  5.9997  33.6662
H  10.3427  8.7234  33.6455
H  8.6948  10.3626  33.6455
H  0.8028  1.9234  5.9932
H  -0.8435  3.5642  5.9932
H  3.5389  -0.8131  5.9781
H  1.8965  0.8317  5.9781
H  0.8196  7.3457  5.9754
H  -0.8172  8.9955  5.9754
H  1.897  6.2529  6.0361
H  3.5406  4.6094  6.0361
H  6.2496  1.9129  5.9611
H  4.6037  3.5539  5.9611
H  8.9995  -0.8276  6.0264
H  7.3518  0.8117  6.0264
H  6.2604  7.3536  6.024
H  4.6233  9.0026  6.024
H  8.9625  4.6374  5.9861
H  7.3145  6.2766  5.9861

Results
free energy: -113755.692 eV
free energy less fixed offsets of H -15.71, O -570.45, Si -639.56 eV per atom: 3.028 eV

Forces (eV/angstrom), in the order of the atoms: element, x, y, z
Si  0.0022  -0.0045  0.0165
Si  -0.0001  -0.0001  0.0193
Si  0.0009  0.0017  0.0227
Si  0.0048  0.0061  0.0315
Si  0.004  -0.0039  0.0092
Si  0.0009  -0.0055  0.0251
Si  0.0045  0.0027  0.0238
Si  0.0049  0.0045  0.0113
Si  0.0052  -0.0084  -0.0128
Si  0.0039  -0.0069  -0.0112
Si  -0.0058  0.007  -0.014
Si  -0.0088  0.0047  -0.0139
Si  -0.0066  0.0038  -0.0173
Si  -0.0094  0.008  -0.0141
Si  0.006  -0.0053  -0.0157
Si  0.0038  -0.0063  -0.0138
Si  -0.0031  -0.0036  0.007
Si  -0.0027  -0.0056  0.0018
Si  0.0026  0.0038  0.0118
Si  -0.0002  0.0007  0.0069
Si  0.0065  -0.0009  0.0087
Si  0.0025  -0.0002  0.0164
Si  0.0009  0.011  0.0065
Si  0.0014  -0.0048  0.0114
Si  0.0038  0.0008  0.0284
Si  -0.0145  -0.0046  0.0103
Si  0.0016  -0.0029  -0.0007
Si  -0.0048  0.0007  0.0195
Si  0.0013  0.01  0.0125
Si  -0.0137  -0.0099  0.0187
Si  -0.0031  -0.0091  0.0256
Si  -0.0035  -0.0035  0.0137
Si  0.0154  -0.0222  0.1762
Si  0.0302  -0.0132  0.1752
Si  -0.0219  0.0121  0.1837
Si  -0.0254  0.0377  0.186
Si  -0.0011  0.0022  0.1876
Si  -0.0038  0.0184  0.1906
Si  0.0381  -0.0542  0.17
Si  0.0048  0.0162  0.1692
Si  -0.0094  0.0011  0.3072
Si  0.103  -0.0892  0.2066
Si  -0.0194  0.0375  0.3868
Si  -0.0193  -0.0274  0.3473
Si  -0.0118  -0.0233  0.3184
Si  0.0632  -0.0774  0.3647
Si  0.0226  0.0118  0.3007
Si  -0.0771  -0.0198  0.2051
Si  -0.0624  0.0355  -0.3702
Si  0.0376  -0.0174  -0.3298
Si  0.0615  -0.076  -0.3061
Si  -0.0383  0.1238  -0.1358
Si  -0.0156  0.0542  -0.3585
Si  0.0123  0.0378  -0.2314
Si  0.0028  0.0081  -0.2661
Si  -0.0224  0.025  -0.2806
Si  -0.0092  0.0351  -0.1649
Si  0.0021  -0.0203  -0.1987
Si  0.0162  -0.0159  -0.1844
Si  -0.0164  -0.0058  -0.1592
Si  0.011  0.0072  -0.1797
Si  -0.0234  0.0034  -0.1644
Si  -0.0235  0.0097  -0.1771
Si  0.0019  -0.0133  -0.1971
Si  -0.0055  0.0048  -0.0233
Si  0.007  0.005  -0.0178
Si  -0.0047  -0.0106  -0.0051
Si  0.015  0.0085  -0.0189
Si  0.0035  0.0055  -0.0168
Si  0.0128  0.0027  -0.0207
Si  -0.0052  -0.0013  -0.0177
Si  0.0103  0.0034  -0.0204
Si  0.0012  0.0022  -0.0019
Si  0.0058  0.001  0.0001
Si  -0.0024  -0.0089  -0.0112
Si  -0.0089  0.0001  -0.0032
Si  -0.0043  0.0023  -0.0118
Si  0.0039  0.0059  -0.0068
Si  -0.0035  -0.0069  -0.0121
Si  0.001  -0.0019  -0.0037
Si  0.0008  -0.0022  0.009
Si  0.0025  0.0052  0.0145
Si  -0.0066  -0.0036  0.0156
Si  -0.0006  -0.0009  0.0203
Si  -0.0036  0.0032  0.0098
Si  0.0047  0.0018  0.0086
Si  -0.0021  -0.0008  0.0091
Si  0.0018  0.0038  0.0107
Si  -0.0014  -0.0012  -0.0016
Si  -0.0014  0.005  -0.0021
Si  -0.0052  0.0038  -0.0051
Si  0.0009  -0.0055  0.0033
Si  0.0003  -0.0039  -0.0018
Si  0.0064  -0.0026  0.006
Si  0.0022  -0.0027  0.002
Si  0.0038  -0.0037  0.0034
Si  -0.0009  0.0018  -0.0176
Si  0.0002  0.0008  0.0215
Si  0.0067  -0.0005  0.028
Si  0.002  -0.0053  0.0132
Si  -0.0088  0.0067  0.0129
Si  -0.0025  0.0022  0.0256
Si  0.0001  0.0004  0.0245
Si  -0.0024  0.0042  0.0222
Si  0  0.0017  0.0251
Si  0.0056  -0.0021  0.0234
Si  -0.001  0.0055  0.0219
Si  0.0024  0.0031  0.0163
Si  -0.0041  -0.0004  0.0276
Si  -0.0011  -0.0001  0.0216
Si  -0.0036  -0.0006  0.0247
Si  0.0044  -0.0004  0.0479
Si  -0.0001  0.0036  0.0255
Si  -0.0002  0.0032  0.0175
Si  0.0013  0.0022  0.0224
Si  0.0005  0.002  0.0252
Si  0.0009  0.0011  0.0282
Si  -0.0004  0.0026  0.0283
Si  -0.0028  -0.004  0.0187
Si  -0.0029  -0.0027  0.0112
O  0.0023  -0.0003  -0.0105
O  -0.0056  0.0039  -0.0091
O  0.0016  -0.0027  -0.0092
O  -0.0033  -0.0059  -0.0123
O  -0.0058  -0.0099  -0.0007
O  -0.0027  -0.0023  -0.0059
O  -0.0035  -0.001  -0.0073
O  -0.0002  -0.0056  -0.0117
O  -0.0028  0.0027  -0.004
O  0.0033  -0.0028  -0.0083
O  -0.0037  0.0005  -0.0101
O  0.0026  -0.0019  -0.0136
O  -0.0067  0.0029  -0.0184
O  -0.0018  0.0032  0.0028
O  0.0052  0.0006  -0.0192
O  -0.006  0.0078  -0.0072
O  0.002  -0.006  -0.009
O  -0.0022  0.0006  -0.0154
O  -0.002  -0.0053  -0.0076
O  -0.0043  -0.0004  -0.0226
O  0.0011  0.0028  -0.0045
O  -0.0032  0.0027  -0.0056
O  0.0001  0.0003  -0.0069
O  0.0062  -0.0015  -0.0165
O  -0.0018  -0.0048  -0.0115
O  -0.0031  0.0009  -0.0075
O  0.0027  0.0033  -0.0109
O  -0.0009  0.0007  -0.0077
O  0.0028  0.0107  -0.0025
O  -0.0089  -0.0031  -0.0235
O  0.003  -0.0011  -0.0145
O  0.0052  0.0065  0.0012
O  0.0011  -0.0003  -0.0101
O  -0.004  0.001  -0.0125
O  -0.0039  0.0015  -0.0078
O  -0.0024  0.0008  -0.0096
O  0.0074  0.0026  -0.0132
O  -0.0068  0.0028  -0.0158
O  0.0002  -0.0047  -0.0062
O  -0.0014  -0.0016  -0.0418
O  0.0008  0.001  -0.0019
O  0.0009  -0.0015  -0.0041
O  0.0023  0.0003  -0.0047
O  0.0056  -0.0054  -0.0209
O  -0.0001  0.0012  -0.0132
O  0.0036  0.0068  -0.0084
O  -0.0008  -0.0018  -0.0061
O  0.0025  0.0012  -0.0145
O  0.0033  0.0034  -0.0104
O  -0.0027  -0.0021  -0.0056
O  -0.0056  0.003  -0.0129
O  -0.0028  -0.0032  -0.0112
O  -0.0002  -0.0033  -0.0123
O  -0.0004  -0.0037  -0.0028
O  -0.0001  -0.0009  -0.0127
O  -0.0006  -0.0004  -0.0115
O  -0.0013  0.0049  -0.0081
O  -0.0006  0.0008  -0.0019
O  -0.0004  0.0011  -0.0083
O  0.0046  -0.0054  -0.0138
O  0.0045  0.0003  -0.0094
O  -0.0021  -0.0008  -0.0143
O  0.0022  -0.0024  -0.0125
O  -0.0005  0.0026  -0.0074
H  -0.2549  0.2606  -0.2903
H  0.3412  -0.2795  -0.2716
H  0.3202  -0.3683  -0.2978
H  -0.2862  0.207  -0.2868
H  -0.4147  0.2955  -0.2363
H  0.2324  -0.2828  -0.2655
H  0.2409  -0.2677  -0.2865
H  -0.3659  0.3514  -0.2378
H  -0.3874  0.3192  -0.2374
H  0.2039  -0.2768  -0.2794
H  0.2841  -0.2703  -0.2901
H  -0.3148  0.3266  -0.2368
H  0.2852  -0.4073  -0.2701
H  -0.2805  0.2679  -0.2845
H  -0.2722  0.2249  -0.3153
H  0.3158  -0.3858  -0.2615
H  -0.2771  0.2598  0.2818
H  0.2853  -0.3377  0.2569
H  -0.3392  0.2845  0.2283
H  0.2685  -0.2756  0.2663
H  -0.2644  0.305  0.2397
H  0.41  -0.2372  0.2391
H  0.302  -0.2664  0.2737
H  -0.3147  0.3165  0.3091
H  -0.2012  0.3145  0.2628
H  0.3681  -0.3051  0.2092
H  -0.3045  0.3515  0.2736
H  0.2697  -0.2475  0.2927
H  -0.2434  0.3738  0.2702
H  0.3838  -0.2078  0.2857
H  -0.2777  0.3243  0.2686
H  0.2636  -0.3684  0.234

The program warned: the cutoff lies below the one the program advises for these potential files; the forces do not sum to zero within the program's tolerance; empty levels may hold ghost states of the PAW files; the exchange-correlation potential is rough where the density is thin.
